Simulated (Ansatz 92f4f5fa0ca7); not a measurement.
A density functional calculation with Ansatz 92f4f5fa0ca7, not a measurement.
Periodic cell of 223 atoms, Si132O90P1, from a study of silicon, its oxide and their interface. The atomic structure is a simulated model.
Doubt: the cutoff is far below the 930 eV that the study's wrapper takes by default for these files, so forces and energies are approximate.
This geometry differs little from another in the collection (a relaxation step or a small displacement).

Settings
functional: PBE
potential files: Ansatz PAW
basis: plane waves
wave-function cutoff: 580 eV
density cutoff ratio: 5
exchange-correlation grid ratio: 1
k mesh: 1 x 1 x 1, Gamma-centred
self-consistency stop: 5e-08 eV per atom in the density residual
occupations: fixed
spin: none
net charge: +1 e, with a uniform compensating background and no finite-size correction

Cell vectors (angstrom)
a  10.938  0  0
b  0  10.938  0
c  0  0  32.1988

Atoms and the computed forces on them: element, x, y, z (angstrom), force x, y, z (eV/angstrom)
Si  10.5805  0.216  24.8391  -0.0251  0.0319  0.0727
Si  5.7372  10.6803  24.7394  0.0205  0.011  0.1145
Si  2.4746  2.9185  24.6275  -0.0478  0.0026  0.1126
Si  8.4181  2.4564  24.7948  0.0195  -0.0083  0.1107
Si  0.2738  5.1655  24.7483  -0.0139  -0.037  0.1211
Si  5.1579  5.7536  24.6679  -0.0186  0.03  0.1106
Si  2.9344  8.0126  24.5734  0.027  -0.009  0.1212
Si  7.9336  8.4429  24.7271  -0.0013  0.0299  0.0865
Si  1.3152  1.3692  26.0299  0  0.0155  -0.0152
Si  6.8589  1.3173  26.1308  0.0005  -0.0239  -0.032
Si  4.0456  4.1041  25.9687  0.0235  0.0112  -0.0229
Si  9.5892  4.0456  26.0817  0.0296  -0.0072  -0.0313
Si  1.3961  6.8311  25.9842  0.0114  0.0114  -0.036
Si  6.7679  6.8542  26.0154  -0.0202  -0.0166  -0.0143
Si  4.0978  9.537  25.9878  -0.0088  -0.0146  -0.0275
Si  9.4692  9.5827  26.1563  -0.0162  0.004  -0.0146
Si  2.7275  -0.0058  27.3353  0.0071  0.0106  0.0321
Si  8.1666  -0.012  27.5756  0.0119  0.0089  -0.1135
Si  -0.0038  2.7067  27.4927  -0.0048  0.0069  -0.1133
Si  5.4352  2.7448  27.3554  -0.0093  -0.0014  0.0322
Si  2.7205  5.4584  27.4111  -0.0178  -0.0208  -0.0303
Si  8.1832  5.4744  27.3445  0.0075  0.0109  0.0318
Si  -0.0081  8.178  27.3635  -0.0101  -0.0021  0.0338
Si  5.4487  8.2114  27.4379  0.0271  0.0241  -0.0441
Si  4.0781  1.3662  28.7405  -0.0079  0.0019  -0.0309
P  9.5768  1.3536  28.8432  -0.0047  0.0029  0.1187
Si  1.3602  4.1009  28.8256  0.0166  0.0254  0.0349
Si  6.8331  4.096  28.7257  -0.0033  0.0023  -0.042
Si  4.0976  6.8184  28.7921  0.001  -0.0031  0.0298
Si  9.5539  6.8236  28.7463  -0.0034  -0.01  -0.0297
Si  1.3569  9.5724  28.7202  0.0049  0.0012  -0.042
Si  6.7919  9.5513  28.8818  -0.0465  -0.0291  0.065
Si  0.0101  -0.0166  30.1632  0.0078  -0.0046  -0.0116
Si  5.4141  0.0112  30.1682  0.0081  0.0015  -0.0182
Si  2.7427  2.7279  30.1555  0.0133  -0.0199  -0.0196
Si  8.1977  2.7373  30.1439  -0.0037  0.0114  -0.0122
Si  -0.0217  5.4751  30.1444  -0.0175  0.0039  -0.0204
Si  5.4848  5.4524  30.1537  0.0084  -0.0115  -0.019
Si  2.7163  8.2126  30.1286  -0.0108  0.0072  -0.016
Si  8.2021  8.167  30.1685  0.0142  -0.0001  -0.0192
Si  1.3714  1.373  31.5324  -0.0107  0.0138  0.0082
Si  6.828  1.3587  31.5009  0.0025  -0.0196  0.005
Si  4.1152  4.0928  31.5207  -0.0187  0.0087  0.0026
Si  9.5796  4.0937  31.5194  0.0122  -0.0064  0.0041
Si  1.3555  6.8476  31.4875  0.0122  -0.0183  0.0021
Si  6.8416  6.81  31.5446  -0.0092  0.0147  0.0053
Si  4.0704  9.563  31.5277  0.0146  -0.0022  0.0027
Si  9.5596  9.5563  31.5221  -0.0182  0.0044  0.0074
Si  2.7275  -0.0136  0.7145  -0.002  0.0063  -0.0143
Si  8.1946  0.0044  0.6762  0.0032  0  0.001
Si  -0.0029  2.732  0.7072  -0.0057  -0.0092  -0.0056
Si  5.491  2.737  0.6925  0.0077  -0.0031  -0.016
Si  2.7342  5.4927  0.6526  -0.0023  0.0012  0.0068
Si  8.2086  5.441  0.7124  0.0047  -0.0094  -0.013
Si  0.0191  8.1956  0.6855  -0.0064  0.0093  -0.0139
Si  5.4643  8.2049  0.6919  0.0039  -0.0004  0.0031
Si  4.1314  1.3608  2.0573  -0.0155  -0.0026  0.0068
Si  9.5591  1.3496  2.0621  -0.0012  0.0124  -0.0049
Si  1.3806  4.1368  2.0283  0.0185  -0.0113  0.0051
Si  6.8507  4.0772  2.0865  -0.0028  0.0173  0.0049
Si  4.1006  6.8295  2.0556  -0.0058  0.0009  -0.0092
Si  9.5881  6.8314  2.0536  -0.0088  0  0.0072
Si  1.3769  9.5411  2.0741  -0.0145  0.0151  0.0076
Si  6.8258  9.5931  2.0519  0.0126  -0.011  -0.0025
Si  -0.0098  -0.0348  3.4019  -0.041  -0.0505  -0.055
Si  5.4871  0.0081  3.4758  0.0241  0.0069  0.0338
Si  2.7766  2.7853  3.3642  0.0271  0.0634  -0.0663
Si  8.1943  2.6929  3.4663  -0.0165  -0.0456  0.0235
Si  0.0276  5.4779  3.4373  0.0159  0.0033  0.0171
Si  5.4765  5.4664  3.4159  -0.0067  -0.0123  -0.0288
Si  2.7683  8.202  3.4583  0.0259  0.0019  0.0315
Si  8.2056  8.22  3.3802  0.001  0.0298  -0.0469
Si  1.394  1.3916  4.6241  0.0067  0.0028  0.0717
Si  6.8408  1.3458  4.9202  0.0049  0.0082  -0.0354
Si  4.155  4.0848  4.8081  -0.0166  -0.0173  0.0441
Si  9.5801  4.0846  4.7686  0.0084  0.0102  -0.0204
Si  1.4155  6.8293  4.83  -0.0126  -0.0059  -0.0077
Si  6.8241  6.8873  4.7314  0.0083  -0.0087  0.029
Si  4.1352  9.5764  4.8576  -0.0162  -0.0094  -0.0472
Si  9.551  9.5452  4.7933  0.0072  0.0067  0.0476
Si  2.747  0.1184  6.0583  -0.022  -0.0017  0.0483
Si  8.2017  -0.0653  6.2706  0.0174  -0.0093  0.0266
Si  0.0318  2.6694  6.0398  0.0046  -0.0106  0.0299
Si  5.4727  2.7257  6.2993  -0.0003  0.0197  0.0311
Si  2.8157  5.4753  6.188  0.0053  -0.0132  0.0171
Si  8.1752  5.4813  6.0428  -0.0122  0.0106  0.0436
Si  0.0115  8.1853  6.1582  -0.0035  0.0139  0.0164
Si  5.5308  8.2215  6.2352  0.0046  -0.0075  0.0479
Si  3.8346  1.5725  7.6184  -0.0069  0.0303  -0.1135
Si  9.8372  1.1407  7.457  0.0036  -0.0403  -0.0798
Si  1.6247  3.7975  7.3192  0.0404  0.0051  -0.0592
Si  6.6544  4.4171  7.4885  -0.0268  -0.016  -0.0808
Si  4.408  6.634  7.5553  0.0048  -0.0315  -0.0732
Si  9.3668  6.9485  7.4165  -0.0065  0.0349  -0.0709
Si  1.1428  9.9208  7.2949  -0.0213  -0.0039  -0.0646
Si  7.1548  9.2299  7.6846  0.0325  0.0032  -0.1502
O  8.3146  8.0958  7.9061  -0.0132  -0.0121  0.0109
O  2.7159  2.7387  7.9577  -0.0204  0.0037  0.004
O  9.5213  1.3479  24.2486  0.003  -0.0148  -0.0151
O  4.0521  6.8689  24.1181  0.0012  -0.0158  -0.0191
O  0.0261  0.0235  7.9525  0.0087  0.0098  0.0029
O  5.5279  5.5093  8.0333  0.001  0.0159  -0.0042
O  6.8328  9.5617  24.1957  0.02  0.0072  -0.0133
O  1.3743  4.0702  24.1617  -0.0001  -0.0124  -0.0191
O  3.8652  7.3885  8.9343  -0.0372  0.0367  0.0327
O  0.7905  4.3747  8.5922  -0.025  0.0291  0.0308
O  9.8108  6.1834  8.8093  0.0384  -0.035  0.033
O  2.1238  9.3835  8.4875  0.0311  -0.0375  0.0385
O  7.5151  3.9277  8.8008  0.0386  -0.0401  0.0449
O  4.2666  0.9211  9.0734  0.0386  -0.0201  0.0861
O  6.7266  9.5589  9.2275  -0.0207  0.0034  0.1211
O  9.2069  1.8573  8.7932  -0.0423  0.0416  0.0444
O  7.6734  3.1259  23.5092  -0.0433  0.0421  -0.0554
O  10.4448  5.8177  23.4661  -0.0282  0.0474  -0.0505
O  5.1202  0.4865  23.4261  -0.0422  0.0464  -0.0711
O  5.8862  5.1132  23.3501  0.0349  -0.0492  -0.0547
O  3.0744  2.1733  23.2832  0.0537  -0.0322  -0.0571
O  2.3113  8.7359  23.2177  -0.0527  0.0353  -0.0591
O  8.6524  7.7943  23.4045  0.0462  -0.0473  -0.0561
O  0.213  10.2928  23.5925  0.0314  -0.0426  -0.0414
Si  4.3776  1.5757  22.4616  0.0175  -0.004  0.0517
Si  3.4904  7.9322  14.0278  -0.0013  -0.0006  0.0031
Si  7.1193  0.9589  14.6667  0.0034  0.0052  -0.0018
Si  0.946  9.3424  22.503  0.0008  -0.0209  0.0435
Si  1.1836  4.3096  11.8853  -0.0076  0.0077  0.0275
Si  6.2669  8.9652  15.3154  -0.0099  -0.0022  0.0017
Si  0.6776  1.3698  12.2928  0.0048  -0.0004  0.0351
Si  8.6259  4.9507  20.4977  -0.006  0.011  -0.0174
Si  0.3279  5.717  9.3648  -0.0228  0.0013  -0.0023
Si  5.1018  3.1211  17.9451  -0.0053  -0.0063  -0.0341
Si  0.8866  3.745  16.7387  -0.0063  0.0017  -0.0125
Si  10.406  2.8516  19.2214  -0.0004  0.0037  -0.0259
Si  5.2814  1.1836  10.3573  -0.0113  -0.0132  -0.0057
Si  0.8802  0.1807  19.8376  0.0233  -0.0112  -0.027
Si  6.645  9.4593  10.8738  -0.0102  0.0201  -0.018
Si  9.3367  9.6758  18.3178  0.0057  0.0096  -0.0308
Si  9.3914  9.2459  12.5694  -0.008  0.0036  0.0221
Si  6.5573  3.85  22.5636  -0.0004  -0.0145  0.0328
Si  2.4406  8.0696  9.3786  0.016  0.0057  -0.0115
Si  10.591  7.3684  17.0734  0.005  -0.003  -0.0245
Si  2.5105  6.2926  16.5735  0.0047  0.0022  -0.0249
Si  10.1746  4.4925  14.1882  0.0042  -0.0082  0.0027
Si  6.139  9.1814  18.5104  -0.0104  0.0071  -0.0433
Si  7.9669  2.5705  9.5835  0.0112  0.0184  -0.0155
Si  8.8797  2.1436  12.4544  -0.0077  0.0103  0.0118
Si  5.336  6.2439  18.0633  0.0027  0  -0.0402
Si  3.9268  0.552  19.466  -0.0112  0.006  -0.0158
Si  4.2797  3.8397  12.0562  0.0059  -0.0086  0.0313
Si  5.5422  6.6008  12.1395  0.0025  0.0068  0.0408
Si  8.0127  2.504  17.2175  0.0022  -0.0015  -0.0221
Si  4.3587  2.4773  14.9698  0.0026  0.0091  -0.0101
Si  1.5399  1.2116  15.2534  -0.0019  0.0034  -0.0073
Si  1.5691  9.4164  12.0432  0.0165  -0.0082  0.0236
Si  8.0505  6.8532  13.8668  -0.004  -0.0014  0.0077
Si  10.3807  9.8368  15.4832  0.0014  0.0036  -0.0124
Si  9.8061  7.0058  22.5495  -0.004  0.013  0.0327
Si  8.1072  5.4886  17.4009  0.0013  -0.0035  -0.0119
O  6.0455  7.9602  11.2898  -0.0058  -0.0252  -0.0119
O  6.0157  9.2059  16.8946  0.0006  0.0006  0.0097
O  7.6781  1.3648  13.1943  -0.0074  -0.0066  -0.0004
O  0.8961  1.749  13.8621  0.006  -0.0022  0.0048
O  9.427  6.2582  16.8775  0.0033  0.0032  0.0103
O  6.7577  6.2054  13.1398  0.0121  0.0014  -0.0109
O  5.134  4.6592  18.6107  0.0004  0.0048  0.0233
O  9.2289  2.1623  18.2771  -0.0102  -0.0024  0.0138
O  2.3679  0.0958  19.0884  -0.0003  -0.0008  0.0138
O  9.4088  10.2324  16.7612  -0.0008  -0.0016  0.0097
O  2.7911  4.4338  11.716  -0.0002  -0.0026  -0.0258
O  5.066  10.32  19.1071  0.0104  -0.0113  0.0186
O  9.4241  3.2428  13.4927  0.0042  0.0088  -0.0092
O  0.457  1.7686  19.959  -0.0058  0.0008  0.0254
O  3.1541  1.3576  15.0604  -0.0001  -0.0003  -0.0005
O  8.1671  5.3872  19.019  -0.0059  0.0042  -0.0045
O  3.8917  6.5964  17.3881  -0.0004  -0.0005  0.0173
O  4.5673  3.2749  16.3939  0.0014  0.0012  0.008
O  9.0618  5.6687  14.3129  -0.0009  0.0022  -0.0065
O  5.4007  2.7972  22.1352  -0.0027  0.0011  0.0179
O  10.6703  4.1452  15.6844  0.0036  0.0017  0.0082
O  0.3469  3.869  18.2771  0.0056  0.0038  0.0103
O  10.4244  10.5169  19.2125  -0.016  -0.0067  0.015
O  9.6425  10.0268  14.0248  0.003  0.0035  0.0044
O  10.9399  8.0783  22.0944  0.0018  0.0096  0.0195
O  1.1938  2.1609  16.5268  0.0006  0.0016  0.0061
O  9.7418  3.7608  20.4144  0.0074  -0.0108  0.0171
O  8.1317  4.0333  16.6833  -0.0024  0.0001  0.0031
O  -0.0413  9.1025  11.904  -0.01  0.002  -0.0234
O  6.5848  2.4137  18.0072  0.002  0.0025  0.0177
O  5.5832  10.7186  11.1981  -0.0001  -0.0104  -0.0113
O  7.749  9.5905  18.8406  0.0046  -0.0005  0.0258
O  10.0283  1.0251  12.0588  0.0038  -0.0024  -0.0226
O  1.3192  6.9546  9.0455  -0.0014  -0.0048  -0.0194
O  0.6229  4.7683  13.3508  -0.0078  0.0024  -0.0042
O  5.705  7.6217  18.98  -0.0003  -0.0028  0.0303
O  5.2391  5.0836  11.5212  0.0018  0.0063  -0.0275
O  2.7132  6.9904  15.1146  -0.0023  -0.0038  0.0086
O  0.9085  2.7483  11.4627  -0.0012  -0.0059  -0.0231
O  0.8597  10.6855  15.545  -0.0009  -0.0009  0.0034
O  2.4004  8.5864  10.9073  -0.0138  0.0187  0.0205
O  4.6981  2.43  11.2743  -0.0109  0.0309  -0.0047
O  4.2552  3.5094  13.6837  -0.0002  -0.0104  0.0069
O  2.2008  4.6838  16.477  0.0012  -0.0008  0.006
O  10.7041  8.2501  15.6949  -0.0008  -0.001  0.0025
O  6.9304  10.292  14.6691  -0.0001  -0.003  -0.0062
O  2.3443  8.9569  13.4207  0.0057  -0.0035  -0.0053
O  8.0374  1.523  15.908  0.0013  0.0022  0.0084
O  4.1254  6.9955  12.8526  -0.0072  0.0068  -0.0119
O  4.1818  2.0118  18.7431  0.0068  0.0089  0.0126
O  7.2916  4.4014  21.2462  0.0313  0.0168  -0.0169
O  8.4091  2.9247  11.1026  0.0168  -0.0036  0.0247
O  1.179  6.8626  17.3565  -0.0039  0.0021  0.0169
O  5.6561  1.5772  14.7662  0.0007  -0.002  -0.0013
O  8.13  9.7587  11.5868  0.0278  -0.0055  -0.0047
O  9.1813  6.2873  21.2479  -0.0227  -0.0295  -0.0124
O  8.9566  7.7161  12.8518  -0.0013  -0.0058  -0.014
O  1.6521  0.1218  11.8737  -0.0061  0.0055  -0.0242
O  6.6415  6.1496  17.0597  0.0005  -0.0017  0.0079
O  7.3996  7.8034  15.041  -0.0014  0.0039  0.0011
O  1.1982  10.2968  21.2258  -0.0028  0.0386  -0.0286
O  10.0341  8.2004  18.3547  -0.0007  -0.0025  0.0162
O  3.9558  0.8314  21.092  -0.013  -0.0281  -0.0309
O  0.3501  5.3419  10.9289  0.0102  -0.0206  0.0162
O  6.6924  1.5744  9.6323  -0.0119  -0.0058  -0.0172
O  4.7798  8.7067  14.6772  0.0079  0.0018  -0.002

Results
free energy: -135861.233 eV
free energy less fixed offsets of O -568.88, P -755.39, Si -635.61 eV per atom: -6.123 eV

The program warned: the cutoff lies below the one the program advises for these potential files; the exchange-correlation potential is rough where the density is thin.
